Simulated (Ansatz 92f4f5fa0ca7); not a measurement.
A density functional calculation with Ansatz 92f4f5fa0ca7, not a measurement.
Periodic cell of 224 atoms, Si128O64H32, with a vacuum gap, from a study of silicon, its oxide and their interface. The atomic structure is a simulated model.

Settings: functional r2SCAN; potential files Ansatz PAW; basis plane waves; wave-function cutoff 800 eV; density cutoff ratio 5; exchange-correlation grid ratio 1; k mesh 1 x 1 x 1, shifted by 0.5 0.5 0 of a step; self-consistency stop 1e-11 eV per atom in the density residual; occupations fixed; spin none; net charge 0; applied field sawtooth along c, amplitude +0.015 V/angstrom in the program's sign convention, ramp centred at 0.9879 of c and 0.0241 of c wide, no dipole correction.

Cell vectors (angstrom)
a	10.88	0	0
b	0	10.88	0
c	0	0	41.4439

Atoms: element, x, y, z (angstrom)
Si	5.3217	-3.5392	26.2971
Si	8.0574	-0.6905	26.4723
Si	4.6974	2.3842	26.431
Si	7.4776	-5.8035	26.5649
Si	-0.7562	-3.0042	26.5118
Si	1.8888	-0.3043	26.5099
Si	10.613	1.9526	26.3643
Si	2.5276	-6.2544	26.4019
Si	6.3561	-1.8717	27.627
Si	9.1351	0.8409	27.8278
Si	6.2663	-7.3636	27.7834
Si	9.0059	-4.582	27.8273
Si	0.8036	-1.8684	27.8386
Si	3.5271	0.8402	27.7443
Si	11.7818	3.5246	27.6952
Si	3.6588	-4.6029	27.6322
Si	4.957	-0.5437	29.0062
Si	7.68	2.178	29.0866
Si	4.9422	-5.9462	29.1172
Si	7.6411	-3.2014	29.1389
Si	10.4108	-0.5066	29.2465
Si	13.0881	2.1924	29.1478
Si	10.424	4.9012	29.0611
Si	2.2655	-3.2693	29.0205
Si	3.6081	-1.9007	30.3954
Si	6.3092	0.8082	30.407
Si	3.5828	3.5713	30.4641
Si	6.3019	-4.5944	30.4737
Si	9.0101	-1.8762	30.5124
Si	11.7765	0.8472	30.5483
Si	9.0446	3.5521	30.4284
Si	11.7861	-4.6153	30.4082
Si	1.3884	-1.3648	8.2635
Si	4.0847	1.3404	8.2946
Si	1.3287	4.0659	8.3059
Si	4.0843	-4.0484	8.2462
Si	6.7668	-1.3575	8.3184
Si	-1.373	1.3743	8.2678
Si	6.8406	4.08	8.27
Si	-1.3712	6.7753	8.3026
Si	2.7308	-0.0247	9.6659
Si	5.4944	2.7008	9.5918
Si	2.7337	5.4661	9.5631
Si	5.4141	-2.7397	9.6809
Si	-2.7481	0.048	9.6213
Si	-0.0602	2.717	9.6782
Si	8.1623	5.4187	9.701
Si	0.0162	-2.7225	9.5921
Si	1.3346	1.3481	10.9728
Si	4.1654	4.1349	10.841
Si	1.3629	-4.1043	10.9313
Si	4.0806	-1.3796	11.0647
Si	-4.0659	1.3993	11.0465
Si	-1.4099	4.0435	11.118
Si	6.7782	-4.102	11.0471
Si	-1.3651	-1.3343	10.8845
Si	-0.0754	0.0127	12.3143
Si	2.7773	2.7988	12.1002
Si	0.0367	-5.4586	12.3426
Si	2.676	-2.7726	12.3564
Si	5.4936	-0.0222	12.3915
Si	-2.8087	2.7607	12.5803
Si	5.4447	5.3739	12.4075
Si	-2.694	-2.6853	12.2662
Si	0.9748	-1.6701	13.5335
Si	4.2306	1.6267	13.4477
Si	1.6961	4.2645	13.5472
Si	3.8319	-4.3818	13.6326
Si	7.1399	-1.1489	13.6898
Si	-1.599	1.1319	13.7505
Si	-4.4909	3.8277	14.0002
Si	-1.1874	-3.8896	13.5653
Si	2.919	-0.3114	15.352
Si	9.5279	-2.0469	20.3901
Si	11.4744	-4.9017	24.3319
Si	-0.006	2.9453	15.7837
Si	5.0907	-2.1384	23.4901
Si	6.7137	4.6972	17.1563
Si	0.9021	2.0141	18.6724
Si	6.3659	0.6751	24.3158
Si	9.2334	-7.0886	24.2484
Si	6.3807	-2.3071	20.8102
Si	2.1934	-0.7112	18.1973
Si	2.3578	-4.2567	19.806
Si	5.1123	-3.761	18.3453
Si	7.7671	2.2655	22.0131
Si	-1.4771	-5.1326	16.3058
Si	2.4429	-0.9282	23.6216
Si	5.853	2.7396	19.4792
Si	0.2043	-3.2585	18.125
Si	4.493	0.019	19.9221
Si	10.3072	0.9764	20.7762
Si	0.9611	-2.9231	22.0706
Si	2.373	1.3711	21.9321
Si	2.9988	-7.1923	20.3852
Si	5.1742	-2.4572	15.5961
Si	4.9343	-3.2411	31.8102
Si	7.6454	-0.5113	31.8267
Si	4.9661	2.1851	31.7747
Si	7.6865	4.9121	31.794
Si	10.4164	-3.2621	31.7875
Si	2.2738	-0.552	31.8152
Si	10.3774	2.2106	31.8402
Si	2.227	-5.9566	31.8144
Si	6.2952	-1.8799	33.1607
Si	9.0127	0.8399	33.1822
Si	6.3223	3.5417	33.1478
Si	9.0534	-4.6151	33.1453
Si	0.8865	-1.903	33.1622
Si	3.6245	0.8271	33.1507
Si	0.8691	-7.3066	33.172
Si	3.5804	-4.6009	33.1737
Si	4.9575	-0.5264	34.5286
Si	7.6622	2.1952	34.5437
Si	4.9531	4.9042	34.5008
Si	7.6818	-3.242	34.4728
Si	10.3917	-0.5352	34.5067
Si	2.2489	2.1936	34.4818
Si	10.3956	-5.9566	34.5302
Si	2.2277	-3.2544	34.5466
Si	0.0019	0.0044	6.9426
Si	2.7061	2.7082	6.9617
Si	-0.0072	5.4298	6.9276
Si	2.7314	-2.7103	6.8833
Si	5.4273	-0.017	6.9222
Si	8.1743	2.7271	6.8923
Si	5.4506	5.4415	6.9388
Si	8.1431	-2.7213	6.9716
O	3.2264	1.0538	14.5896
O	5.5781	-5.148	17.6613
O	-2.6611	-0.0331	14.2435
O	9.0738	-1.8724	25.9309
O	1.8266	-5.6237	25.0755
O	6.6018	-1.9921	14.9935
O	8.9948	1.3077	21.627
O	5.3714	1.6361	25.1491
O	8.4427	3.4615	22.8763
O	-0.8235	4.2879	16.1114
O	1.19	3.3501	14.7893
O	-1.9439	-4.573	14.8512
O	5.2975	1.2291	19.167
O	3.6322	3.5159	25.8879
O	10.406	2.042	19.5403
O	9.9517	2.5169	24.9685
O	5.9925	-3.3638	19.6459
O	3.6171	-1.8021	22.9396
O	1.2762	-2.024	17.8902
O	10.3337	-2.9109	21.4937
O	2.7143	2.9517	21.8144
O	6.5438	3.3999	18.147
O	8.1355	-5.3865	17.2899
O	8.142	-6.5118	25.2726
O	11.7006	0.8021	25.9239
O	-0.4222	-4.0229	16.8451
O	4.9235	-3.0797	24.7857
O	5.2688	2.6515	14.181
O	2.7508	0.0183	16.8868
O	11.691	1.1412	21.5971
O	6.7579	1.4434	22.9639
O	6.9486	2.7415	20.693
O	4.6303	-3.8399	14.9586
O	6.4231	-4.7023	25.9966
O	1.1265	-1.5382	22.903
O	7.6537	0.2737	25.2081
O	3.5816	-3.9058	18.8234
O	1.3546	0.4707	18.889
O	4.1425	-1.3202	15.1207
O	0.6179	2.3502	17.1369
O	3.463	0.664	20.9734
O	1.0173	-4.4133	18.914
O	2.47	-1.1319	25.2206
O	10.8338	-3.7347	25.2461
O	6.6217	4.3002	15.5668
O	-0.1084	-2.766	14.0814
O	9.8062	-2.7059	18.9404
O	5.6319	-0.8924	20.5971
O	4.5547	-7.2794	19.9416
O	5.9561	-2.8226	22.2993
O	5.2553	-2.6143	17.1982
O	2.7352	5.3882	14.1531
O	7.9685	-2.0728	20.754
O	10.354	-5.9816	23.9274
O	2.633	-5.6405	20.5735
O	2.0459	3.0045	19.2524
O	-0.9324	1.8077	15.09
O	10.1108	-0.5535	20.3233
O	1.1678	-4.2133	23.0037
O	3.5576	-0.9783	19.0383
O	2.0511	-3.063	20.8673
O	2.5915	0.6709	23.3736
O	5.6882	-0.7237	23.9498
O	1.5381	-0.9777	14.8892
H	4.1345	-1.347	35.4611
H	5.7782	0.2965	35.4611
H	6.8444	1.3694	35.4761
H	8.4913	3.0096	35.4761
H	4.1302	4.0835	35.4332
H	5.7735	5.7274	35.4332
H	6.8601	-4.0639	35.4053
H	8.5045	-2.4211	35.4053
H	9.5699	-1.3569	35.4392
H	11.2144	0.2858	35.4392
H	3.0677	3.0184	35.4143
H	1.4254	1.3735	35.4143
H	9.5797	-6.7842	35.4626
H	11.2158	-5.1332	35.4626
H	3.0488	-2.4319	35.479
H	1.4013	-4.0716	35.479
H	0.8249	0.825	6.0102
H	-0.8192	-0.818	6.0102
H	3.5239	3.534	6.0292
H	1.8854	1.8853	6.0292
H	0.8156	6.2506	5.9951
H	-0.826	4.605	5.9951
H	1.911	-3.5335	5.9509
H	3.5531	-1.8884	5.9509
H	6.2492	0.8047	5.9897
H	4.6046	-0.8379	5.9897
H	8.9978	3.5471	5.9598
H	7.3517	1.9061	5.9598
H	4.6215	4.627	6.0063
H	6.2665	6.2691	6.0063
H	7.323	-3.5447	6.0391
H	8.9695	-1.9041	6.0391

Results
free energy: -118879.650 eV
free energy less fixed offsets of H -15.71, O -570.45, Si -639.56 eV per atom: -4.450 eV

Forces (eV/angstrom), in the order of the atoms: element, x, y, z
Si	-0.0001	-0.002	0.0406
Si	-0.0015	-0.0068	0.0275
Si	-0.0098	0.0039	0.037
Si	-0.0017	0.0063	0.0271
Si	-0.0045	0.0037	0.0358
Si	-0.0062	0.003	0.0423
Si	0.0049	-0.0053	0.0319
Si	-0.0036	-0.0003	0.0348
Si	0.0057	0.004	-0.0037
Si	-0.0076	-0.0044	-0.0034
Si	0.0009	-0.0009	-0.0035
Si	0.0052	-0.0009	-0.0104
Si	-0.006	-0.0016	-0.0064
Si	-0.0022	0.0054	-0.008
Si	-0.0005	0.0018	-0.0044
Si	-0.0002	0.001	-0.0014
Si	-0.0086	0.0016	-0.0113
Si	-0.0032	0.0063	-0.0104
Si	0.0029	-0.0017	-0.0121
Si	0.0075	-0.0083	-0.0128
Si	-0.0025	-0.0002	-0.0155
Si	0.0028	-0.0003	-0.0137
Si	-0.0029	0.0038	-0.0099
Si	0.0018	0.0052	-0.0133
Si	-0.0013	0.0034	0.0057
Si	-0.0004	-0.0032	0.0114
Si	-0.0089	-0.0004	0.0036
Si	-0.0016	0.0056	0.0033
Si	-0.0001	0.0031	0.008
Si	-0.0076	0.0038	0.0006
Si	0.0013	0.001	0.0078
Si	0.0028	0.0029	0.0081
Si	-0.0149	0.001	-0.1795
Si	-0.0056	-0.0051	-0.173
Si	0.0035	0.0021	-0.1754
Si	0.002	-0.0074	-0.1926
Si	0.0099	0.0076	-0.177
Si	-0.0006	-0.002	-0.1904
Si	-0.0033	0.0078	-0.1888
Si	0.003	0.0042	-0.1735
Si	0.0016	-0.0018	-0.0234
Si	-0.0088	0.0009	-0.0164
Si	-0.0004	-0.0012	-0.0172
Si	-0.0058	0.0023	-0.0254
Si	0.0029	-0.0103	-0.0126
Si	0.0115	0.0007	-0.0239
Si	0.0017	0.0005	-0.0232
Si	0.0034	0.003	-0.0083
Si	-0.0073	-0.0072	-0.0072
Si	-0.0008	-0.0055	-0.005
Si	0.0031	0.0026	-0.0078
Si	-0.0112	-0.0033	-0.0064
Si	0.0013	-0.0006	-0.0017
Si	0.0034	-0.0027	-0.0133
Si	-0.008	-0.0075	-0.0057
Si	0.0071	0.0047	-0.0018
Si	0.0009	-0.0016	0.0184
Si	0.0044	0.0016	0.0131
Si	0.013	0.0006	0.007
Si	-0.0068	-0.0079	0.0064
Si	0.0026	0.0016	0.0128
Si	-0.0056	-0.0099	0.013
Si	-0.0095	0.0002	0.0167
Si	0.0092	0.0082	0.0073
Si	0.0049	0.0031	0.016
Si	-0.0105	-0.0022	0.015
Si	-0.0034	-0.0067	0.0184
Si	0.0077	-0.001	0.0172
Si	-0.0056	-0.0064	0.0171
Si	0.0132	-0.0022	0.0215
Si	-0.0023	0.0041	0.0249
Si	-0.0023	0.0031	0.0249
Si	0.0116	-0.0101	0.0578
Si	-0.0121	0.0052	0.0509
Si	-0.001	-0.009	0.0592
Si	0.0086	0.0039	0.0604
Si	-0.0046	0.0009	0.0602
Si	-0.0092	-0.0084	0.0654
Si	0.0028	0.0024	0.0639
Si	-0.0001	0.0077	0.0631
Si	0.0004	-0.002	0.0577
Si	-0.0051	0.0009	0.0622
Si	0.0073	0	0.0542
Si	-0.0051	0.0018	0.0568
Si	-0.003	0.0043	0.0627
Si	-0.0011	0.0062	0.0704
Si	0.0075	0.0079	0.0555
Si	0.0021	-0.0095	0.08
Si	-0.0019	-0.0097	0.0659
Si	0.0105	0.0105	0.0551
Si	0.0014	0.003	0.0445
Si	-0.0086	-0.0015	0.0478
Si	0.0037	-0.0061	0.0652
Si	0.003	-0.0063	0.0505
Si	0.0049	-0.0088	0.043
Si	-0.0086	-0.0002	0.052
Si	-0.0047	0.0042	0.0155
Si	0.0084	-0.004	0.0193
Si	-0.003	0.0102	0.0316
Si	0.0031	0.0017	0.019
Si	0.003	0.0046	0.0253
Si	-0.0038	0.0059	0.0145
Si	-0.0011	-0.0043	0.0104
Si	-0.0058	0.0043	0.0179
Si	-0.0083	-0.0117	0.1703
Si	0.0237	0.0272	0.1783
Si	0.0107	0.0225	0.1853
Si	-0.0164	-0.0005	0.1751
Si	0.008	0.0132	0.179
Si	-0.0228	-0.0156	0.1765
Si	-0.0199	-0.0275	0.1643
Si	0.0192	0.0132	0.1771
Si	0.0018	0.0116	0.3815
Si	0.0446	0.0096	0.2901
Si	0.0239	0.0483	0.2783
Si	-0.0239	-0.039	0.3771
Si	0.0225	0.0338	0.2796
Si	-0.0656	-0.0083	0.3591
Si	-0.0052	-0.0369	0.3647
Si	0.0114	0.0272	0.2972
Si	0.0505	0.0048	-0.335
Si	-0.0515	-0.0528	-0.2756
Si	-0.0457	-0.0138	-0.2366
Si	0.0256	0.063	-0.4051
Si	-0.048	-0.0282	-0.2594
Si	0.0372	0.0544	-0.3862
Si	0.0547	0.0292	-0.3568
Si	-0.0106	-0.0383	-0.2417
O	0.0164	0.0053	-0.0297
O	0.009	-0.0126	-0.0288
O	-0.0038	-0.0018	-0.0191
O	-0.0014	-0.003	-0.0095
O	-0.0101	0.007	-0.0308
O	0.0128	0.0072	-0.0293
O	0.0156	-0.0064	-0.0272
O	0.0105	-0.0122	-0.0332
O	-0.013	-0.0109	-0.0346
O	0.0053	-0.0068	-0.0212
O	0.0118	0.0099	-0.0332
O	0.0015	0.0138	-0.0449
O	-0.0012	0.0028	-0.0299
O	-0.0024	0.0043	-0.0186
O	0.0071	0.0048	-0.028
O	-0.0054	0.0081	-0.0315
O	-0.0121	-0.0135	-0.0363
O	-0.0026	-0.0051	-0.0215
O	0.0022	0.0063	-0.0165
O	-0.0119	0.0048	-0.0241
O	0.0036	0.0066	-0.0279
O	0.0072	0.0185	-0.0435
O	0.0065	-0.0027	-0.0144
O	0.0115	-0.0104	-0.0271
O	-0.0022	0.0028	-0.0136
O	-0.0167	-0.0156	-0.0285
O	-0.0077	0.0077	-0.0418
O	0.0018	-0.002	-0.0082
O	0.0003	-0.0038	-0.0527
O	-0.0097	0.0036	-0.0195
O	0.0105	0.0094	-0.0382
O	-0.0184	0.0086	-0.0359
O	-0.0086	-0.0037	-0.0261
O	-0.0044	0.0003	-0.0175
O	-0.0085	-0.0044	-0.0219
O	-0.0117	0.0081	-0.0274
O	0.0174	0.0092	-0.0308
O	0.0018	-0.0088	-0.0139
O	0.0011	0.0046	-0.0075
O	-0.0127	0.0155	-0.0469
O	0.0099	-0.0074	-0.0296
O	-0.0135	0.0017	-0.029
O	0.0025	-0.0039	-0.0332
O	0.0118	-0.0122	-0.0358
O	0.0016	-0.0129	-0.0657
O	-0.0007	-0.0029	-0.0099
O	0.0052	-0.0149	-0.0312
O	-0.005	-0.001	-0.017
O	0.0085	-0.0024	-0.0192
O	0.0133	-0.0055	-0.0455
O	0	0.0127	-0.0548
O	0.0002	0.0002	-0.0205
O	-0.0066	-0.0062	-0.0111
O	-0.003	0.0025	-0.0137
O	0.0001	0.0065	-0.0256
O	-0.0131	-0.0115	-0.0232
O	-0.0095	-0.0146	-0.0361
O	0.0002	-0.004	-0.0187
O	0.0031	0.0202	-0.0379
O	-0.0158	-0.0068	-0.0278
O	0.0117	-0.0127	-0.0333
O	0.0003	0.0117	-0.0373
O	0.0015	-0.0096	-0.0156
O	-0.0062	-0.0153	-0.028
H	0.2617	0.3127	-0.2838
H	-0.2968	-0.3384	-0.2664
H	0.2841	0.3409	-0.2725
H	-0.3092	-0.2593	-0.2757
H	0.3306	0.3127	-0.2577
H	-0.2644	-0.2972	-0.2576
H	0.3015	0.2653	-0.2609
H	-0.3281	-0.3171	-0.2638
H	0.3371	0.3051	-0.2508
H	-0.2777	-0.2799	-0.2628
H	-0.3103	-0.3401	-0.258
H	0.2943	0.2689	-0.2657
H	0.2739	0.2937	-0.2805
H	-0.3471	-0.3061	-0.2719
H	-0.2903	-0.2828	-0.2753
H	0.3294	0.3182	-0.2693
H	-0.3462	-0.3162	0.2301
H	0.2838	0.2677	0.2588
H	-0.282	-0.2409	0.2909
H	0.3542	0.3067	0.2453
H	-0.2666	-0.2535	0.3109
H	0.334	0.3366	0.2672
H	0.2664	0.2583	0.276
H	-0.3739	-0.3272	0.2245
H	-0.2312	-0.2687	0.3067
H	0.3441	0.3457	0.2658
H	-0.3219	-0.3641	0.2273
H	0.2329	0.2778	0.2784
H	0.286	0.2468	0.2663
H	-0.308	-0.3606	0.2137
H	0.293	0.3571	0.2587
H	-0.2702	-0.2735	0.2868

The program warned: the cutoff lies below the one the program advises for these potential files; the forces do not sum to zero within the program's tolerance; empty levels may hold ghost states of the PAW files; the exchange-correlation potential is rough where the density is thin.
